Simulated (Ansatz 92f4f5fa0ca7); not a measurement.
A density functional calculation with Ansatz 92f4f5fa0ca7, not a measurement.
Periodic cell of 221 atoms, Si129O88B4, from a study of silicon, its oxide and their interface. The atomic structure is a simulated model.

Settings: functional PBE; potential files Ansatz PAW; basis plane waves; wave-function cutoff 700 eV; density cutoff ratio 5; exchange-correlation grid ratio 1; k mesh 2 x 2 x 1, shifted by 0.5 0.5 0.5 of a step; self-consistency stop 5e-08 eV per atom in the density residual; occupations fixed; spin none; net charge 0.

Cell vectors (angstrom)
a 10.938 0 0
b 0 10.938 0
c 0 0 31.8384

Atoms and the computed forces on them: element, x, y, z (angstrom), force x, y, z (eV/angstrom)
Si 10.6708 0.4097 24.1898 -0.0333 0.0088 -0.0373
Si 5.2637 0.1528 24.44 -0.008 -0.0013 0.0005
Si 3.0944 2.4883 24.397 0.0299 -0.0012 -0.0257
Si 8.4842 2.7484 24.3889 0.0041 0.0004 -0.0002
B 10.5378 6.0718 24.8257 -0.0478 0.0493 -0.0027
Si 5.1419 5.7664 24.6127 -0.0272 -0.0078 -0.0316
B 3.1208 7.7622 24.8925 0.0825 -0.0717 -0.0099
Si 8.5624 8.1167 24.366 0.0284 0.001 -0.0338
Si 1.3742 1.4116 25.6049 -0.01 -0.0132 0.0176
Si 6.8751 1.437 25.6612 0.001 -0.0039 -0.0167
Si 4.0685 4.1061 25.8346 -0.0217 -0.0525 -0.0137
Si 9.7119 4.3187 25.6724 0.0121 -0.0008 -0.0173
Si 1.361 6.8894 25.6037 -0.0507 -0.0098 0.0104
Si 6.8822 6.9504 25.6541 -0.0055 -0.0019 0.0262
Si 3.9893 9.4945 25.6815 -0.008 -0.0152 -0.015
Si 9.6654 9.7041 25.6611 -0.0013 0.0198 0.0008
Si 2.6832 -0.004 27.031 0.0197 0.0063 0.0089
Si 8.1928 0.0215 27.0405 0.0149 0.0132 -0.0023
Si 0.0179 2.7888 27.0224 -0.0254 -0.0022 -0.0018
Si 5.499 2.7352 27.091 -0.0053 -0.0114 -0.009
Si 2.6452 5.4929 27.0803 -0.0127 0.0505 -0.0001
Si 8.1767 5.4974 27.0492 0.0203 -0.0076 -0.0032
Si 0.0251 8.2507 27.0424 0.0118 -0.0343 0.0072
Si 5.4716 8.2474 27.064 -0.0127 0.0042 -0.0069
Si 4.1018 1.3673 28.4202 -0.1442 -0.1753 -0.1851
Si 9.5708 1.3673 28.4202 0.1153 0.2282 -0.3006
Si 1.3673 4.1018 28.4202 -0.1548 -0.0827 0.4284
Si 6.8362 4.1018 28.4202 0.1235 0.1657 0.2074
Si 4.1018 6.8362 28.4202 -0.0045 -0.0471 -0.1642
Si 9.5708 6.8362 28.4202 -0.0457 0.2811 -0.2131
Si 1.3673 9.5708 28.4202 0.0171 0.1404 0.2802
Si 6.8362 9.5708 28.4202 0.1061 0.2048 0.1031
Si 0 0 29.7874 0.0496 -0.0318 -0.013
Si 5.469 0 29.7874 -0.002 -0.0243 -0.0109
Si 2.7345 2.7345 29.7874 0.0276 0.0534 -0.0167
Si 8.2035 2.7345 29.7874 0.0711 0.0789 -0.0117
Si 0 5.469 29.7874 0.0108 -0.0741 -0.0144
Si 5.469 5.469 29.7874 -0.012 -0.0262 -0.0093
Si 2.7345 8.2035 29.7874 0.0383 0.0718 -0.0144
Si 8.2035 8.2035 29.7874 0.074 0.0042 -0.0081
Si 1.3673 1.3673 31.1547 -0.009 0.006 -0.0002
Si 6.8362 1.3673 31.1547 -0.0235 0.002 -0.0089
Si 4.1018 4.1018 31.1547 -0.0006 -0.0159 0.0187
Si 9.5708 4.1018 31.1547 -0.051 0.0342 0.0071
Si 1.3673 6.8362 31.1547 0.0005 -0.0326 -0.0224
Si 6.8362 6.8362 31.1547 -0.0246 0.0161 0.0014
Si 4.1018 9.5708 31.1547 0.0114 -0.0016 0.0047
Si 9.5708 9.5708 31.1547 -0.0652 0.0481 0.0081
Si 2.7345 0 0.6835 0.0354 -0.049 -0.0125
Si 8.2035 0 0.6835 0.0167 -0.022 -0.018
Si 0 2.7345 0.6835 0.0323 0.0046 0.0126
Si 5.469 2.7345 0.6835 0.0209 0.0234 0.0155
Si 2.7345 5.469 0.6835 -0.0544 0.0707 -0.019
Si 8.2035 5.469 0.6835 0.0534 -0.0623 -0.0102
Si 0 8.2035 0.6835 0.0469 -0.0117 -0.0008
Si 5.469 8.2035 0.6835 0.0011 -0.0085 0.0193
Si 4.1018 1.3673 2.0507 -0.064 -0.035 0.0338
Si 9.5708 1.3673 2.0507 -0.1207 -0.066 0.0094
Si 1.3673 4.1018 2.0507 0.0441 0.0083 -0.0041
Si 6.8362 4.1018 2.0507 -0.03 0.0425 0.0326
Si 4.1018 6.8362 2.0507 -0.0531 -0.1254 -0.0279
Si 9.5708 6.8362 2.0507 -0.1237 -0.0403 0.0027
Si 1.3673 9.5708 2.0507 -0.0041 0.0654 0.0076
Si 6.8362 9.5708 2.0507 0.0666 0.1024 -0.0002
Si 0 0 3.418 0.021 -0.2132 -0.169
Si 5.469 0 3.418 0.2597 -0.0155 0.2085
Si 2.7345 2.7345 3.418 -0.1737 0.0115 -0.1911
Si 8.2035 2.7345 3.418 -0.0134 -0.3226 0.1995
Si 0 5.469 3.418 -0.131 -0.2457 0.305
Si 5.469 5.469 3.418 -0.1859 0.0025 -0.5618
Si 2.7345 8.2035 3.418 0.0746 0.0426 0.2417
Si 8.2035 8.2035 3.418 0.1735 0.0093 -0.2464
Si 1.3332 1.3762 4.7653 0.0109 -0.0072 0.0125
Si 6.8516 1.3439 4.8472 -0.0335 0.0309 0.0041
Si 4.1489 4.0583 4.7488 0.0161 -0.0292 0.0211
Si 9.5424 4.0674 4.8215 0.0105 -0.0004 -0.0054
Si 1.3782 6.8118 4.7914 -0.0055 -0.0003 -0.0081
Si 6.7867 6.8639 4.7132 0.0072 -0.0148 0.0117
Si 4.1156 9.5847 4.8025 -0.0171 -0.0033 -0.0074
Si 9.651 9.4821 4.7769 -0.0043 0.0079 0.0062
Si 2.8381 0.1343 6.1139 0.0305 0 0.0114
Si 8.2423 -0.1567 6.134 0.0025 0.0135 0.0062
Si -0.0919 2.6161 6.246 0.0079 -0.0077 -0.0281
Si 5.4579 2.6937 6.2667 0.0031 0.0198 -0.0712
Si 2.7427 5.389 6.0898 -0.0067 0.0473 -0.0055
Si 7.9413 5.3239 6.0414 0.0131 -0.0174 0.0186
Si 0.0291 8.0944 6.243 -0.0144 0.0189 0.0173
Si 5.4549 8.1644 6.1799 0.0297 0.011 -0.0142
B 3.6858 1.8553 6.9396 -0.0724 0.0468 0.0437
Si 9.8188 0.8301 7.567 0.009 -0.0446 0.0379
Si 1.6391 3.7576 7.3695 0.0215 -0.0006 0.0404
B 6.2429 4.4855 6.9391 -0.0319 0.0732 0.0447
Si 4.3259 6.5075 7.4318 0.0082 -0.0121 0.0392
Si 9.2105 6.7835 7.3545 -0.0128 -0.0072 0.0158
Si 1.3537 9.7759 7.4238 0.0133 0.0193 0.0165
Si 7.1545 9.1731 7.4819 0.0349 -0.004 0.038
O 4.1908 1.3216 23.9361 -0.0126 0.0151 -0.0381
O 9.7034 6.8823 24.11 0.0219 -0.0194 -0.0477
O 2.8496 2.6294 7.6902 0.0192 -0.0215 0.0158
O 8.2207 7.9792 8.0004 -0.0148 0.0084 0.0178
O 9.5269 1.5704 23.8344 0.0212 -0.0074 -0.0386
O 3.96 6.9134 24.2416 -0.0343 0.0358 -0.0476
O 5.4925 5.3206 7.7211 0.0077 -0.0302 0.0115
O 0.1726 -0.136 7.9554 -0.0023 -0.0055 0.0192
O 9.7449 5.6454 8.4461 0.0207 0.014 -0.0006
O 3.7854 7.0546 8.9011 -0.0071 0.0063 -0.0104
O 1.1468 4.3845 8.8169 -0.02 -0.0209 -0.0145
O 6.5331 9.9704 8.7979 0.0157 -0.0181 -0.0007
O 9.0865 0.9793 9.0638 0.0128 -0.0053 -0.0075
O 2.2909 9.2746 8.7051 -0.0158 -0.0217 -0.0016
O 7.8701 3.5979 23.1033 -0.0094 -0.0111 0.0058
O 0.2534 10.791 22.7084 -0.0086 0.0181 0.0143
O 5.5329 4.9862 23.2342 0.0199 0.0216 0.0088
O 2.5302 3.1528 23.0016 0.0216 -0.0156 0.001
O 8.1983 8.8977 22.9364 -0.0237 -0.0164 0.0171
O 5.9446 10.3441 23.139 0.0027 0.002 0.0014
Si 2.5905 3.3424 21.3977 0.001 0.0058 -0.0015
Si 10.9178 0.2455 12.6494 0.0014 -0.0011 -0.0011
Si 0.3767 6.7693 11.1349 0.0035 0.0004 -0.0048
Si 6.6907 10.1497 10.4028 0.002 0.0024 0.0001
Si 0.2695 9.016 18.8347 -0.0044 -0.0031 0.0046
Si 4.0053 5.2705 19.6708 -0.003 0.0037 -0.0028
Si 7.1996 1.4151 12.2487 -0.0003 -0.0002 -0.0027
Si 8.9892 8.8018 12.0025 0.0042 0.0006 -0.0002
Si 2.6637 7.9917 9.6468 -0.0124 0.001 -0.0035
Si 10.7315 2.9121 14.3365 0.0002 0 -0.0022
Si 5.9621 6.5587 16.2422 -0.0001 -0.0018 0.0055
Si 7.3515 0.1304 15.1372 0 -0.0035 0.0002
Si 2.6737 10.5159 17.2541 0.0011 0.0036 -0.0027
Si 8.0795 3.1103 15.6531 0.0009 0.0015 0.0024
Si 6.1913 10.9838 19.6706 0.0053 -0.003 0.0007
Si 1.3812 3.5414 16.9977 0.0038 -0.0015 -0.0001
Si 9.6603 1.7301 10.4069 0.0053 0.0054 -0.0008
Si 6.7192 4.4093 22.2935 0.0014 0.0011 0.004
Si 6.6009 6.9232 13.2531 0.0016 0.0007 -0.0009
Si 4.3848 8.7986 12.1434 -0.0057 -0.0011 0.0006
Si 10.5829 4.639 9.424 -0.0049 -0.0019 -0.0036
Si 6.8851 9.4892 22.1314 -0.0042 0.0002 0.0006
Si 8.0493 6.6973 18.082 0.0014 -0.0017 0.0028
Si 6.0824 4.0003 13.6785 -0.005 -0.0007 -0.0014
Si 6.53 6.8949 20.6514 0.0021 0.0021 0.0035
Si 8.7872 4.0774 18.5531 0.0031 0.0033 0.001
Si 9.3809 9.0804 16.6185 -0.001 0.001 0.0018
Si 0.6192 10.7625 21.1217 -0.0001 -0.0057 -0.009
Si 2.4457 9.9904 14.1345 0.0024 0.0024 -0.0013
Si 0.9238 7.6919 15.3546 0.0013 -0.0012 -0.0019
Si 0.2788 2.5656 19.6988 -0.002 0.0034 -0.0004
Si 3.3088 0.6403 19.9815 0.0029 -0.0003 -0.0015
Si 1.1412 5.4947 13.6662 0.0012 0.0024 -0.0032
Si 6.0266 3.1864 19.6855 -0.0024 0.0012 0.0012
Si 1.538 6.4044 17.9514 0.0023 0.0016 0.0023
Si 3.6629 4.6252 15.2996 0.0009 -0.0013 0.0034
Si 5.5664 9.5629 17.0353 0.0029 0.0001 0.0005
O 6.3718 2.7024 12.7589 0.0145 -0.0052 0.0061
O 8.7675 3.4767 17.055 -0.0053 0.0056 0.0138
O 7.3346 3.9902 19.2245 0.0012 -0.0052 -0.0175
O 4.5224 3.8472 14.1481 0.0061 0.0094 0.0121
O 1.3919 6.3911 12.3413 -0.0149 -0.0104 0.0043
O 4.5861 5.7277 16.0552 0.0026 -0.0004 -0.0102
O 0.1129 9.3831 20.4156 0.0048 0.0185 -0.0042
O 10.8887 0.8828 11.1212 -0.0137 -0.0063 0.0213
O 3.9828 9.5952 17.2806 -0.002 0.0179 0.0072
O 4.7425 3.9554 18.9931 0.0097 0.0148 0.0324
O 10.9407 1.0579 20.2443 0.0238 -0.0032 0.013
O 6.2629 1.6313 19.2858 -0.0045 -0.0013 0.0161
O 1.934 8.4625 14.3523 -0.0071 0.0188 0.0117
O 6.92 5.7917 17.3078 0.0027 0.0076 0.0038
O 5.7618 7.9771 16.976 0.0033 0.0101 -0.0081
O 2.2335 -0.1659 20.899 -0.0201 0.0124 -0.0024
O 0.8258 5.0086 17.4766 0.028 -0.0037 -0.0041
O 1.0529 3.3964 20.8611 0.0165 -0.0244 -0.0149
O 10.7046 8.7402 15.7543 -0.0008 -0.0155 0.0067
O 10.6714 1.4177 13.7441 0.0048 0.0015 -0.0049
O 3.8841 9.8219 13.3386 0.0007 -0.0224 -0.0165
O 5.9741 3.3443 21.3094 0.0155 0.012 -0.0161
O 6.5235 5.3314 12.815 -0.0029 -0.0084 0.0219
O 1.8754 7.2298 16.592 -0.0225 -0.0104 0.0072
O 5.1444 7.5275 12.8285 0.0098 0.0086 0.0076
O 9.8482 9.5789 18.1038 0.0139 -0.0037 -0.0087
O 1.4821 10.6779 13.0135 -0.0067 -0.0112 0.008
O 6.1149 8.1588 21.5896 0.0261 0.0077 -0.0087
O 8.6294 1.9224 11.6576 -0.0121 0.004 -0.004
O 7.2287 10.4678 20.8412 -0.0319 -0.013 0.0013
O 10.2018 7.9024 11.417 -0.0036 -0.0093 0.0049
O 9.9819 3.1794 9.7562 0.0065 0.005 0.0136
O 2.55 5.4026 14.4322 -0.0103 -0.0126 0.0037
O 0.5123 2.8909 15.7925 -0.0001 0.0158 -0.0136
O 7.5303 1.5903 15.8077 0.0038 -0.0038 -0.0165
O 6.8453 4.0249 15.1326 0.0052 -0.0179 -0.014
O 3.0295 0.7689 18.3496 0.0062 -0.0011 0.0281
O 3.147 8.3997 11.1509 0.0105 0.0001 -0.009
O 9.7974 9.9822 12.835 0.0195 0.0177 -0.0119
O 8.563 10.1326 15.7022 -0.0137 -0.0004 0.003
O 6.4918 0.7452 10.9404 0.0161 -0.0112 0.0092
O 0.186 6.4068 14.6459 0.0263 0.006 0.0037
O 1.2554 7.1869 9.8336 0.0041 0.0012 0.0279
O 5.9709 10.3619 15.6589 0.0121 -0.0038 0.0178
O 6.7192 6.9196 14.8609 -0.0199 -0.0062 -0.0051
O 10.5525 5.3708 10.8597 0.0116 0.0217 -0.0117
O 7.3196 0.3295 13.4992 -0.0122 0.0229 0.004
O 3.2696 4.7736 21.0396 0.0046 -0.0174 -0.0195
O 8.5662 7.7222 16.9397 0.0108 0.0024 0.009
O 1.4553 9.7454 17.9884 0.004 -0.0054 0.0073
O 9.7767 3.2352 19.4923 0.0093 0.0038 -0.0145
O 3.395 2.142 20.6179 -0.0273 -0.0036 0.0009
O 9.213 5.647 18.5217 -0.0289 -0.0082 -0.0071
O 6.4395 10.1699 18.2785 -0.0251 0.0002 0.0018
O 2.9112 6.0087 18.7231 -0.0084 -0.0071 0.0011
O 0.5452 7.3915 18.8061 0.0203 0.0098 -0.0111
O 8.1569 9.5634 10.8286 -0.0185 0.002 0.0133
O 5.1266 6.3681 20.0416 0.0095 -0.0178 0.0041
O 4.678 10.7333 20.2231 0.0102 0.0177 -0.0188
O 7.4953 7.4154 19.44 -0.0135 -0.0254 -0.0007
O 2.9269 3.6689 16.4242 -0.0178 0.0257 -0.0106
O 7.9044 7.8013 12.7486 -0.0048 0.0062 -0.0088
O 0.5291 4.0106 13.3726 0.0016 0.0053 0.0338
O 7.3139 5.7244 21.5071 -0.0313 0.0063 -0.0063
O 1.1432 2.5853 18.301 -0.0169 0.0102 0.0227
O 2.4289 -0.1435 15.6157 -0.0061 -0.0209 -0.0045
O 5.4877 9.3835 11.1331 0.0103 -0.0002 -0.0041
O 9.179 3.3433 14.4851 0.0116 -0.0094 0.0143

Results
free energy: -132691.789 eV
free energy less fixed offsets of B -155.45, O -569.03, Si -635.61 eV per atom: -1.659 eV

The program warned: the cutoff lies below the one the program advises for these potential files; the forces do not sum to zero within the program's tolerance; the exchange-correlation potential is rough where the density is thin.
